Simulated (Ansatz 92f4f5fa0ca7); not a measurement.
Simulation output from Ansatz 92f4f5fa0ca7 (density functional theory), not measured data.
Periodic cell of 213 atoms, Si132O80H1, from a study of silicon, its oxide and their interface. The atomic structure is a simulated model.

Settings: functional PBE; potential files Ansatz PAW; basis plane waves; wave-function cutoff 700 eV; density cutoff ratio 5; exchange-correlation grid ratio 1; k mesh 2 x 2 x 1, shifted by 0.5 0.5 0.5 of a step; self-consistency stop 5e-08 eV per atom in the density residual; occupations fixed; spin none; net charge +1 e, with a uniform compensating background and no finite-size correction.

Cell vectors (angstrom)
a	10.938	0	0
b	0	10.938	0
c	0	0	31.6359

Atoms: element, x, y, z (angstrom)
Si	-0.5529	0.5975	24.1313
Si	6.1558	-0.5262	24.0314
Si	2.3385	3.2044	24.4497
Si	8.6449	2.4103	24.3372
Si	0.5243	4.8571	24.2282
Si	5.1576	5.7196	24.3158
Si	3.3248	7.5171	24.1811
Si	7.7699	8.6197	24.2702
Si	1.3116	1.3503	25.444
Si	6.8854	1.2884	25.4345
Si	4.0782	4.1429	25.6852
Si	9.6949	4.0646	25.5933
Si	1.44	6.7477	25.4191
Si	6.833	6.8538	25.5298
Si	4.2135	9.4983	25.2309
Si	9.5733	9.6442	25.4002
Si	2.7755	-0.0632	26.7133
Si	8.2236	-0.0201	26.8808
Si	0.0563	2.6823	26.9416
Si	5.5048	2.6787	26.8301
Si	2.7025	5.4967	26.9637
Si	8.2351	5.4636	26.8352
Si	0.0262	8.2036	26.7459
Si	5.4566	8.2259	26.8565
Si	4.1018	1.3673	28.2177
Si	9.5708	1.3673	28.2177
Si	1.3673	4.1018	28.2177
Si	6.8362	4.1018	28.2177
Si	4.1018	6.8362	28.2177
Si	9.5708	6.8362	28.2177
Si	1.3673	9.5708	28.2177
Si	6.8362	9.5708	28.2177
Si	0	0	29.5849
Si	5.469	0	29.5849
Si	2.7345	2.7345	29.5849
Si	8.2035	2.7345	29.5849
Si	0	5.469	29.5849
Si	5.469	5.469	29.5849
Si	2.7345	8.2035	29.5849
Si	8.2035	8.2035	29.5849
Si	1.3673	1.3673	30.9522
Si	6.8362	1.3673	30.9522
Si	4.1018	4.1018	30.9522
Si	9.5708	4.1018	30.9522
Si	1.3673	6.8362	30.9522
Si	6.8362	6.8362	30.9522
Si	4.1018	9.5708	30.9522
Si	9.5708	9.5708	30.9522
Si	2.7345	0	0.6835
Si	8.2035	0	0.6835
Si	0	2.7345	0.6835
Si	5.469	2.7345	0.6835
Si	2.7345	5.469	0.6835
Si	8.2035	5.469	0.6835
Si	0	8.2035	0.6835
Si	5.469	8.2035	0.6835
Si	4.1018	1.3673	2.0507
Si	9.5708	1.3673	2.0507
Si	1.3673	4.1018	2.0507
Si	6.8362	4.1018	2.0507
Si	4.1018	6.8362	2.0507
Si	9.5708	6.8362	2.0507
Si	1.3673	9.5708	2.0507
Si	6.8362	9.5708	2.0507
Si	0	0	3.418
Si	5.469	0	3.418
Si	2.7345	2.7345	3.418
Si	8.2035	2.7345	3.418
Si	0	5.469	3.418
Si	5.469	5.469	3.418
Si	2.7345	8.2035	3.418
Si	8.2035	8.2035	3.418
Si	1.4341	1.3552	4.712
Si	6.8182	1.3721	4.8501
Si	4.08	4.0892	4.7039
Si	9.4965	4.2123	4.8616
Si	1.3147	6.858	4.7981
Si	6.8513	6.8191	4.8299
Si	4.1215	9.5376	4.856
Si	9.4607	9.6517	4.7131
Si	2.6887	-0.0401	6.1872
Si	8.1863	0.0316	6.2655
Si	0.0758	2.8278	5.9931
Si	5.3364	2.7128	6.1394
Si	2.8078	5.5312	6.0881
Si	8.1176	5.5143	6.4323
Si	-0.2181	8.2004	6.017
Si	5.4882	8.1525	6.2519
Si	3.4784	1.8252	7.3905
Si	10.2642	0.9214	7.0652
Si	1.965	3.6512	7.1437
Si	6.245	4.3938	7.4878
Si	4.6159	6.2501	7.4247
Si	8.9293	7.5719	7.4933
Si	0.7765	9.954	7.164
Si	7.081	9.2682	7.5885
O	0.735	9.5577	8.7932
O	2.5175	4.1145	9.2946
O	10.5894	1.4761	8.6306
O	6.3804	9.6686	9.072
O	3.3593	1.6537	9.0678
O	4.0316	6.421	8.9871
O	6.2925	3.6526	9.0033
O	9.6092	7.754	9.0296
O	3.1123	2.8386	23.0189
O	6.2317	10.7302	22.3702
O	8.1006	3.2553	23.0177
O	0.0283	4.9512	22.6203
O	8.129	8.1867	22.702
O	2.6934	7.6964	22.6384
O	5.8812	4.8166	23.0929
O	10.7862	11.1985	22.5404
Si	7.0634	0.1652	20.9955
Si	7.0134	2.3605	14.767
Si	6.8001	2.4057	9.947
Si	3.1836	3.6745	21.6321
Si	-3.1558	7.2092	21.4463
Si	-0.612	9.1138	9.6226
Si	10.0729	11.3967	21.0791
Si	4.0168	2.9837	14.7889
Si	4.8474	-6.2871	18.2032
Si	7.3462	4.2796	12.4159
Si	-1.9861	7.8416	16.7655
Si	5.7895	10.4415	10.4032
Si	3.4565	-1.7327	12.1274
Si	7.2951	10.4824	13.2197
Si	16.1092	-3.828	19.7791
Si	14.0513	0.1887	14.3634
Si	7.1852	4.3334	22.2247
Si	0.5775	4.8348	21.0804
Si	2.9259	2.7357	10.2067
Si	11.3218	1.0305	14.9186
Si	9.5034	1.0521	9.7607
Si	15.277	15.4511	12.1617
Si	5.0776	8.925	14.5816
Si	11.5622	8.0267	12.2083
Si	10.2108	5.2773	12.7929
Si	9.8475	9.4436	14.2895
Si	5.6887	2.7006	20.0324
Si	8.8608	9.1173	19.5843
Si	2.7509	6.7007	21.3482
Si	9.39	2.7433	16.6278
Si	11.2306	2.3191	11.9864
Si	-0.1378	2.8205	19.1752
Si	2.849	5.7092	9.8442
Si	-0.4116	-5.5232	16.0126
Si	5.9288	-3.9059	16.9285
Si	2.0746	3.8973	17.1779
O	19.0699	1.7649	9.2689
O	16.8333	5.0365	12.2014
O	9.3837	4.3588	16.4847
O	4.144	-0.7943	15.1594
O	12.6426	3.6495	20.9695
O	1.2796	6.2906	20.7359
O	10.8728	3.875	12.2864
O	-0.4677	4.2645	19.9462
O	-1.407	-8.5391	18.2107
O	4.3198	9.7755	10.8277
O	3.4666	5.291	21.8606
O	10.8888	1.6048	20.2586
O	-4.169	3.5919	20.846
O	-2.8823	5.6633	21.8562
O	13.6978	10.4582	12.9143
O	3.3463	5.5877	11.4061
O	8.5031	11.8038	21.3769
O	10.3897	5.5271	14.3829
O	1.473	6.5045	9.5331
O	4.1522	3.1605	11.2136
O	11.4523	12.4657	13.3726
O	8.855	-0.9127	13.1334
O	11.1311	8.6263	13.6676
O	7.0398	1.0637	13.7706
O	5.5401	2.7702	15.3439
O	7.3063	3.0419	11.356
O	4.2167	2.8838	20.6961
O	14.8158	4.2158	13.7008
O	5.7663	12.0698	10.096
O	-4.7176	7.4424	20.981
O	10.7064	8.8838	11.1534
O	5.1891	-3.1987	15.6682
O	5.2236	5.4998	19.5415
O	12.7862	0.4657	15.3459
O	-2.2987	5.2896	12.2631
O	3.6521	7.4839	20.2344
O	11.0777	6.4612	12.055
O	8.8028	-3.3261	20.2333
O	8.999	8.5286	15.3009
O	-0.7251	6.8073	16.7923
O	6.1282	1.1438	20.0906
O	7.4435	-1.0864	20.0003
O	2.934	3.1373	15.9935
O	5.4518	-5.4771	16.919
O	8.0254	2.1042	16.0172
O	10.3232	-0.2113	15.1443
O	6.752	10.2868	11.7033
O	12.0394	4.9773	16.4345
O	1.1844	2.9562	18.1866
O	10.7269	2.2417	15.8091
O	6.5604	9.4836	14.2646
O	3.2181	-6.3206	18.0902
O	7.5427	7.039	16.818
O	5.539	3.1895	18.4649
O	5.5038	7.7936	18.3275
O	-1.884	-2.001	17.9725
O	1.6382	2.26	11.0589
O	10.0883	10.0084	20.201
O	2.2054	-2.7438	11.8143
O	4.4366	8.3955	13.165
O	9.2634	-0.5672	9.6445
O	7.5307	14.5847	13.9013
O	3.7287	1.6281	13.9454
O	10.0094	1.5684	11.2096
H	0.6676	6.2143	10.0222

Results
free energy: -129445.355 eV
free energy less fixed offsets of H -17.10, O -569.03, Si -635.61 eV per atom: -5.335 eV

Forces (eV/angstrom), in the order of the atoms: element, x, y, z
Si	-0.0311	0.0538	-0.0769
Si	0.0499	-0.0156	-0.088
Si	-0.0212	0.035	-0.0544
Si	0.023	-0.0387	-0.0602
Si	0.0085	-0.0416	-0.063
Si	-0.0417	-0.0167	-0.0449
Si	0.0264	-0.0628	-0.069
Si	-0.0275	0.0363	-0.0664
Si	-0.0323	0.0047	0.0176
Si	0.0023	-0.0069	0.0112
Si	0.0177	0.0382	-0.0184
Si	0.0159	0.0158	0.0023
Si	-0.0158	-0.0358	0.0199
Si	-0.0107	0.0104	0.0031
Si	0.0192	0.001	0.0351
Si	-0.0003	0.0139	0.0163
Si	0.0136	-0.0135	0.056
Si	-0.0025	0.0022	-0.0424
Si	-0.0016	-0.0188	-0.0539
Si	0.0163	-0.0279	0.0628
Si	-0.0095	0.0224	-0.0594
Si	-0.006	0.0001	0.0562
Si	0.0133	0	0.0649
Si	-0.0165	0.0189	-0.0463
Si	-0.0795	-0.3658	-0.5394
Si	-0.0726	-0.1375	0.4851
Si	0.0374	-0.1478	0.8465
Si	0.169	-0.1828	-0.2938
Si	-0.0126	0.4629	0.4622
Si	0.2268	0.2325	-0.4187
Si	0.2244	-0.1514	-0.7224
Si	-0.044	-0.0092	0.2106
Si	-0.064	0.0604	-0.0391
Si	-0.0231	-0.038	0.0087
Si	-0.0714	0.074	0.0007
Si	0.0355	0.0135	0.0178
Si	-0.0058	-0.0512	0.0173
Si	-0.0122	0.0358	-0.0525
Si	0.081	0.0259	0.0246
Si	-0.0279	0.0282	-0.0275
Si	0.0432	-0.0453	0.0066
Si	-0.0181	0.0656	-0.0162
Si	0.0342	-0.0908	0.0057
Si	-0.0226	0.0142	-0.0051
Si	0.0131	0.0398	-0.0127
Si	0.0407	-0.044	0.0091
Si	-0.0733	-0.029	0.0026
Si	0.0802	-0.0322	0.0004
Si	0.0474	0.0131	0.012
Si	-0.0438	0.0175	0.0123
Si	-0.048	0.0816	-0.0315
Si	0.0636	-0.0582	0.0057
Si	-0.0474	0.0288	0.0198
Si	0.0202	-0.0268	0.0104
Si	-0.0599	-0.0337	0.0039
Si	-0.0446	0.1144	-0.0263
Si	-0.0372	0.0896	-0.0212
Si	0.177	0.0569	0.0149
Si	-0.0713	-0.1768	0.018
Si	-0.0079	-0.0072	-0.004
Si	0.0408	-0.01	0.0364
Si	0.0505	0.0647	0.0156
Si	0.0312	-0.0049	0.0073
Si	-0.0995	-0.1849	-0.0052
Si	-0.2104	0.1939	-0.3047
Si	0.0502	-0.1181	0.4587
Si	0.151	-0.0842	-0.972
Si	-0.1452	0.2054	0.6245
Si	-0.2305	0.0227	0.1688
Si	0.2708	0.129	-0.117
Si	-0.0521	0.109	0.3863
Si	-0.353	-0.1436	-0.3141
Si	0.002	-0.0212	0.0648
Si	0.0145	-0.0262	-0.0852
Si	0.0064	0.0011	0.0651
Si	-0.0233	0.0132	-0.0599
Si	-0.0088	0.0011	-0.0458
Si	-0.0024	-0.0051	0.0435
Si	-0.025	0.0186	-0.0513
Si	-0.0212	-0.0039	0.0295
Si	0.0217	0.0304	-0.0448
Si	0.0001	-0.0309	-0.0146
Si	-0.0366	0.0029	-0.016
Si	0.0247	0.0028	0.0154
Si	-0.0172	-0.0225	-0.0188
Si	0.0158	0.0322	-0.0367
Si	0.0214	-0.0165	0.0132
Si	-0.0146	-0.0119	-0.013
Si	-0.0729	0.0132	0.0245
Si	0.0986	-0.03	0.0314
Si	0.0256	-0.0963	-0.2638
Si	-0.0188	-0.0008	0.0327
Si	0.0251	-0.0381	-0.0215
Si	0.0095	0.0803	0.0446
Si	-0.0848	0.0479	0.0598
Si	0.0191	-0.02	0.0995
O	-0.0172	-0.0192	0.0182
O	0.0817	0.0567	0.1907
O	-0.044	-0.0213	0.0468
O	0.022	0.0006	-0.0404
O	-0.0106	0.0975	0.0343
O	-0.0569	-0.0519	0.0901
O	-0.0025	0.0178	-0.0017
O	0.0046	0.005	-0.0028
O	-0.0027	-0.0078	0.0251
O	-0.0008	-0.0055	0.0461
O	-0.0009	-0.0071	0.0198
O	-0.0005	0.0173	0.0562
O	-0.0009	0.0048	0.0224
O	0.0271	-0.003	0.0296
O	-0.022	0.0248	0.0239
O	-0.0154	0.0083	0.043
Si	0.0061	0.0024	-0.0189
Si	0.0073	-0.0102	0.0114
Si	0.0383	-0.0062	0.0133
Si	0.006	0.016	-0.0058
Si	0.0051	0.0196	-0.0361
Si	0.0134	0.0118	-0.0178
Si	-0.006	-0.0035	-0.0248
Si	-0.0056	0.0046	0.0121
Si	0.0055	-0.0082	-0.0016
Si	0.0085	0.0099	0.0107
Si	-0.0036	0.0029	0.0164
Si	-0.0039	-0.0154	0.0216
Si	0.0096	0.0112	0.0049
Si	0.0088	0.0038	0.0158
Si	-0.0031	0.0077	0.0046
Si	0.0025	-0.0005	0.0125
Si	0.0052	-0.0097	-0.003
Si	-0.0183	0.0079	-0.0269
Si	0.0918	-0.1084	0.0937
Si	-0.007	-0.0005	0.0178
Si	0.0126	-0.0067	-0.0036
Si	0.0272	0.0137	0.0731
Si	-0.0003	-0.0086	0.011
Si	-0.0036	0.0538	0.0315
Si	-0.0273	-0.0191	0.0172
Si	-0.0095	0.0002	0.0023
Si	-0.0089	-0.011	-0.004
Si	0.0045	-0.0027	0.0051
Si	0.0005	-0.0076	-0.0209
Si	-0.0115	-0.0144	0.0079
Si	-0.0377	-0.0003	0.0366
Si	-0.0038	-0.0012	0.0106
Si	0.0704	0.0543	0.0729
Si	0.0093	-0.0007	0.0198
Si	0.0032	-0.0042	0.0153
Si	0.0046	0.007	0.012
O	-0.0094	0.0071	0.0219
O	-0.0096	-0.0259	0.0049
O	0.0174	0.011	-0.0058
O	0.005	-0.0059	-0.0349
O	0.019	-0.0175	0.0015
O	0.0232	-0.0052	0.0084
O	0.0073	-0.0132	-0.0016
O	-0.0015	-0.017	-0.0202
O	0.027	0.0165	-0.0131
O	0.0201	0.0046	0.0197
O	-0.0102	0.022	-0.006
O	-0.0198	-0.0098	0.0042
O	-0.0073	-0.0062	0
O	0.014	-0.0118	-0.0032
O	0.0227	-0.0331	-0.0065
O	-0.0206	-0.0228	-0.0963
O	-0.0014	-0.0219	-0.0184
O	0.0023	-0.0032	-0.0191
O	-0.5243	-0.1512	0.246
O	-0.0762	-0.013	-0.0854
O	-0.0002	0.0265	-0.0346
O	-0.0034	-0.0058	0.0204
O	-0.0062	-0.0099	-0.0139
O	0.0077	-0.0098	0.0037
O	0.0019	0.0081	-0.0022
O	-0.0236	-0.0033	-0.0117
O	0.0249	-0.0019	-0.0211
O	0.0177	0.0011	-0.0455
O	-0.0024	0.0025	-0.0111
O	0.0013	-0.0134	-0.0127
O	0.0121	-0.0203	-0.0087
O	-0.0007	0.0213	-0.0124
O	0.0005	0.0279	-0.0138
O	0.0179	-0.0021	-0.0193
O	0.0146	-0.0162	0.0124
O	0.0096	-0.0268	0.0171
O	0.0119	0.0088	-0.0184
O	-0.0185	0.0202	0.0112
O	0.017	0.003	0.0006
O	-0.0144	-0.0037	-0.013
O	0.0172	0.0029	0.0199
O	0.0256	0.01	0.0092
O	0.0217	-0.0034	-0.0301
O	-0.0043	0.009	0.0253
O	0.0037	0.0184	-0.0204
O	0.0104	-0.0053	-0.0056
O	-0.0281	0.0078	-0.0285
O	-0.0169	-0.0077	0.001
O	-0.0186	0.014	0.0126
O	-0.005	-0.0037	-0.0107
O	-0.0115	0.0102	-0.013
O	-0.0005	-0.0058	-0.0104
O	0.0024	0.017	0.0044
O	-0.0072	0.0135	0.0229
O	0.0036	-0.0322	-0.0054
O	-0.0088	-0.0219	0.0006
O	0.0174	0.0089	-0.0045
O	-0.0309	0.0159	0.0069
O	-0.0173	-0.0018	0.0111
O	-0.0163	0.0323	0.0031
O	0.0251	0.0071	0.0045
O	-0.0112	0.0033	-0.0264
O	-0.0077	-0.0017	0.0162
O	0.0203	0.0082	-0.0132
H	0.4822	0.188	-0.2057

The program warned: the cutoff lies below the one the program advises for these potential files; the exchange-correlation potential is rough where the density is thin.
